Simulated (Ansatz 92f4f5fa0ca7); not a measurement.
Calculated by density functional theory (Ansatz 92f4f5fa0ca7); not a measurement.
Periodic cell of 223 atoms, Si133O90, from a study of silicon, its oxide and their interface. The atomic structure is a simulated model.
Doubt: the cutoff is far below the 930 eV that the study's wrapper takes by default for these files, so forces and energies are approximate.
This geometry differs little from another in the collection (a relaxation step or a small displacement).

Settings: functional PBE; potential files Ansatz PAW; basis plane waves; wave-function cutoff 580 eV; density cutoff ratio 5; exchange-correlation grid ratio 1; k mesh 1 x 1 x 1, Gamma-centred; self-consistency stop 5e-08 eV per atom in the density residual; occupations fixed; spin none; net charge 0.

Cell vectors (angstrom)
a, 10.938, 0, 0
b, 0, 10.938, 0
c, 0, 0, 32.3316

Atoms: element, x, y, z (angstrom)
Si, 0.4647, -0.5538, 24.7656
Si, 5.5506, -0.2815, 24.9133
Si, 2.5734, 2.9479, 24.938
Si, 8.0533, 2.9682, 24.6661
Si, 0.3489, 5.2349, 24.8312
Si, 4.8481, 6.0221, 24.8222
Si, 2.7084, 8.2319, 25.3058
Si, 7.938, 8.5567, 24.7073
Si, 1.374, 1.2712, 26.0916
Si, 6.7811, 1.4464, 26.0283
Si, 4.0683, 4.2219, 26.2058
Si, 9.5603, 4.1325, 26.081
Si, 1.2773, 6.7817, 26.3597
Si, 6.7672, 6.8949, 26.0084
Si, 4.1639, 9.5948, 26.4614
Si, 9.5824, 9.5756, 26.0887
Si, 2.7148, 0.056, 27.6104
Si, 8.1999, 0.0652, 27.4599
Si, -0.018, 2.6998, 27.4765
Si, 5.4557, 2.775, 27.5054
Si, 2.7121, 5.4679, 27.6439
Si, 8.1691, 5.5079, 27.4556
Si, -0.0902, 8.227, 27.5795
Si, 5.5389, 8.1493, 27.617
Si, 4.1018, 1.3673, 28.9133
Si, 9.5708, 1.3673, 28.9133
Si, 1.3673, 4.1018, 28.9133
Si, 6.8362, 4.1018, 28.9133
Si, 4.1018, 6.8362, 28.9133
Si, 9.5708, 6.8362, 28.9133
Si, 1.3673, 9.5708, 28.9133
Si, 6.8362, 9.5708, 28.9133
Si, 0, 0, 30.2806
Si, 5.469, 0, 30.2806
Si, 2.7345, 2.7345, 30.2806
Si, 8.2035, 2.7345, 30.2806
Si, 0, 5.469, 30.2806
Si, 5.469, 5.469, 30.2806
Si, 2.7345, 8.2035, 30.2806
Si, 8.2035, 8.2035, 30.2806
Si, 1.3673, 1.3673, 31.6478
Si, 6.8362, 1.3673, 31.6478
Si, 4.1018, 4.1018, 31.6478
Si, 9.5708, 4.1018, 31.6478
Si, 1.3673, 6.8362, 31.6478
Si, 6.8362, 6.8362, 31.6478
Si, 4.1018, 9.5708, 31.6478
Si, 9.5708, 9.5708, 31.6478
Si, 2.7345, 0, 0.6835
Si, 8.2035, 0, 0.6835
Si, 0, 2.7345, 0.6835
Si, 5.469, 2.7345, 0.6835
Si, 2.7345, 5.469, 0.6835
Si, 8.2035, 5.469, 0.6835
Si, 0, 8.2035, 0.6835
Si, 5.469, 8.2035, 0.6835
Si, 4.1018, 1.3673, 2.0507
Si, 9.5708, 1.3673, 2.0507
Si, 1.3673, 4.1018, 2.0507
Si, 6.8362, 4.1018, 2.0507
Si, 4.1018, 6.8362, 2.0507
Si, 9.5708, 6.8362, 2.0507
Si, 1.3673, 9.5708, 2.0507
Si, 6.8362, 9.5708, 2.0507
Si, 0, 0, 3.418
Si, 5.469, 0, 3.418
Si, 2.7345, 2.7345, 3.418
Si, 8.2035, 2.7345, 3.418
Si, 0, 5.469, 3.418
Si, 5.469, 5.469, 3.418
Si, 2.7345, 8.2035, 3.418
Si, 8.2035, 8.2035, 3.418
Si, 1.3032, 1.4163, 4.7257
Si, 6.8924, 1.3489, 4.883
Si, 4.1957, 4.0166, 4.7137
Si, 9.5438, 4.0981, 4.8592
Si, 1.3514, 6.8485, 4.7956
Si, 6.8591, 6.791, 4.7421
Si, 4.1231, 9.5646, 4.7321
Si, 9.6272, 9.5385, 4.8455
Si, 2.8489, 0.1635, 5.9598
Si, 8.2271, -0.1108, 6.2904
Si, -0.0589, 2.6524, 6.2308
Si, 5.6027, 2.8376, 6.2624
Si, 2.7272, 5.3321, 5.9177
Si, 8.2293, 5.5557, 6.2531
Si, 0.1264, 8.2405, 6.3356
Si, 5.4113, 8.0951, 6.0304
Si, 3.8595, 1.7485, 7.3579
Si, 9.9626, 0.9051, 7.6123
Si, 1.5866, 3.892, 7.3507
Si, 6.5812, 4.5464, 7.6824
Si, 4.1608, 6.5127, 7.2628
Si, 9.3279, 7.1793, 7.6256
Si, 1.5442, 9.909, 7.4594
Si, 6.868, 9.2033, 7.4408
O, 10.9766, 5.901, 23.3535
O, 4.5094, 0.0284, 23.6692
O, 8.0516, 8.1829, 8.0576
O, 2.712, 2.8029, 7.9104
O, 7.1618, 4.0801, 23.8245
O, 1.676, 9.2606, 24.4869
O, 5.3253, 5.5797, 7.9699
O, 0.3438, -0.0553, 8.0617
O, 7.0573, 4.2012, 9.2308
O, 5.7303, 9.6743, 8.5776
O, 9.9567, 6.5006, 8.9938
O, 2.8784, 9.578, 8.7864
O, 4.3111, 0.9619, 8.7355
O, 1.0182, 4.7073, 8.6509
O, 9.2793, 1.3, 9.0488
O, 3.0514, 6.9664, 8.3788
O, 7.3753, 6.2275, 22.1727
O, 8.8525, 2.135, 23.485
O, 5.0906, 5.5085, 23.2806
O, 3.3144, 2.4104, 23.5625
O, 10.9064, -0.2478, 23.2177
O, 3.7259, 7.2097, 24.47
O, 1.4383, 4.0484, 24.4613
O, 6.735, 9.648, 24.3189
Si, 14.6149, 1.0611, 22.7268
Si, -1.303, 2.587, 22.1253
Si, 0.6991, 11.5354, 22.0178
Si, 11.5868, 0.7284, 14.9195
Si, 5.7283, -0.6799, 11.9286
Si, 11.6482, 15.7305, 12.5993
Si, 9.347, 1.5174, 10.6701
Si, 5.2543, 4.027, 19.9494
Si, 9.8015, 8.0236, 13.4492
Si, 10.3871, -2.9841, 16.4055
Si, 10.7989, 5.2445, 9.6404
Si, -0.3031, 5.4488, 21.816
Si, 8.5025, -1.2935, 11.4366
Si, 8.7783, 5.023, 13.1656
Si, 7.217, 3.5147, 15.5423
Si, 12.254, 6.0313, 15.3229
Si, 5.6702, 5.6463, 17.2909
Si, 4.4141, 10.3665, 9.2528
Si, 13.3854, 1.4409, 18.6564
Si, 9.6546, 0.7612, 19.8044
Si, -1.1281, 2.2433, 16.9266
Si, 12.6045, 9.8587, 17.1609
Si, 5.1425, 1.1026, 20.0051
Si, 3.5631, 7.7297, 16.3989
Si, 12.996, 4.1004, 19.9854
Si, -3.6185, 9.6618, 19.7131
Si, 8.3935, 7.4358, 21.8339
Si, 2.5267, 2.3868, 13.3493
Si, 5.6241, -1.4606, 14.802
Si, 2.7467, 8.0162, 9.634
Si, -3.5723, -2.6653, 16.9705
Si, 0.7941, 11.5734, 11.9728
Si, 6.477, 4.9731, 22.6345
Si, 1.5584, -7.155, 17.1613
Si, 11.1308, 8.7839, 10.9159
Si, 5.3927, 1.3941, 14.0416
Si, 8.1436, 4.0416, 10.4328
O, 8.1377, 2.5395, 11.0566
O, 5.625, -1.7204, 13.1852
O, 9.8351, 1.5517, 18.4011
O, 3.6582, -6.6678, 20.315
O, -1.3768, 8.9207, 10.4086
O, 0.0662, 0.1798, 20.563
O, 1.0833, 7.966, 9.8283
O, 15.0282, 2.3614, 13.7911
O, 17.8909, -1.2473, 10.9968
O, 12.4908, 0.1402, 18.2456
O, 10.9313, 6.4098, 16.2325
O, 10.298, -2.3711, 14.8935
O, 7.9025, 4.4377, 14.3888
O, 13.2384, 12.1475, 12.2283
O, 6.7723, 6.7689, 16.9326
O, 11.1037, 11.1606, 13.4396
O, 12.9418, 4.6561, 15.8674
O, 19.6587, -0.5082, 19.4742
O, 0.2732, 13.1029, 22.2724
O, 5.9424, 0.8062, 12.6092
O, 5.6557, 2.5315, 19.3765
O, -1.9867, 1.8, 20.8665
O, 5.1101, 0.0898, 15.0138
O, 7.9669, 5.0473, 11.7191
O, 12.5171, 2.0551, 14.6485
O, 6.1372, 4.133, 21.3035
O, 1.7302, 4.7111, 18.5048
O, 0.8898, 10.2515, 11.0423
O, 3.8561, 0.7347, 19.0722
O, 11.3351, 8.8656, 17.3564
O, 11.4866, 5.4705, 11.1125
O, 10.8824, 12.7545, 11.1865
O, 3.0169, -1.9976, 17.3754
O, 6.0553, 4.3636, 16.3371
O, -2.2604, 8.1711, 23.2758
O, 1.0062, 16.8539, 13.74
O, 10.1726, 4.1516, 12.9915
O, 5.7135, 5.1297, 18.8417
O, 9.5784, 4.1901, 21.8578
O, 4.2117, 6.3936, 17.1006
O, 3.647, 7.9074, 10.8683
O, 4.4989, -0.4993, 10.8697
O, 7.6376, 8.4834, 20.817
O, 1.8341, 2.4362, 19.8533
O, 8.9528, -2.9055, 17.1243
O, -1.1529, 6.7479, 21.2187
O, -2.3344, -1.9532, 12.9142
O, 8.9777, 0.2351, 11.5727
O, -0.6619, 12.0706, 15.8124
O, 4.6243, 8.3784, 15.3957
O, 8.3588, 2.8994, 16.558
O, 2.3253, -3.6603, 15.4663
O, -4.7499, 10.7916, 20.1068
O, 9.6407, 4.1096, 9.7747
O, 13.4614, 2.456, 17.3556
O, 2.3122, 0.386, 22.1172
O, 11.0477, 8.0911, 12.3885
O, 6.5241, 2.2732, 14.7744
O, -1.7903, 6.5457, 13.5732
O, -0.016, 3.4247, 16.9767
O, 11.9879, 4.9248, 21.0085
O, 4.6585, 1.4623, 21.5122
O, 7.0212, -1.7676, 15.6335
O, 12.5069, -0.3994, 15.6683
O, 6.8035, -1.9258, 18.3148
O, 12.9203, 3.7718, 12.6739

Results
free energy: -135731.392 eV
free energy less fixed offsets of O -568.88, Si -635.61 eV per atom: 3.938 eV

Forces (eV/angstrom), in the order of the atoms: element, x, y, z
Si, 0.0721, -0.0953, -0.1309
Si, 0.0653, -0.0777, -0.1344
Si, -0.0653, 0.0921, -0.1136
Si, 0.0002, -0.0012, -0.0782
Si, 0.0698, -0.0779, -0.0298
Si, -0.1144, 0.0919, -0.0833
Si, -0.0121, 0.0314, -0.1097
Si, -0.0577, 0.0642, -0.0842
Si, -0.0082, 0.0278, -0.0015
Si, -0.0051, 0.0119, -0.008
Si, -0.0351, 0.0033, 0.0059
Si, 0.0215, -0.0284, 0.0005
Si, -0.0034, -0.0294, -0.0369
Si, 0.0248, 0.0162, -0.0192
Si, 0.0098, -0.0022, -0.0149
Si, -0.0412, 0.0126, -0.0011
Si, -0.0015, -0.0343, -0.0418
Si, -0.0099, -0.0134, -0.003
Si, -0.0131, 0.0207, -0.0223
Si, 0.0165, 0.0033, -0.0193
Si, 0.0092, 0.0182, -0.0544
Si, 0.0036, -0.0132, -0.0228
Si, 0.0304, -0.0165, -0.0269
Si, -0.0017, 0.0119, -0.0339
Si, 0.0989, 0.5563, 0.1666
Si, -0.0927, 0.0805, -0.2502
Si, -0.3325, -0.5673, 0.1304
Si, 0.1099, 0.1631, -0.3882
Si, 0.1491, -0.0848, 0.5152
Si, -0.6209, -0.0977, 0.0614
Si, -0.2133, 0.0184, 0.0637
Si, 0.5172, 0.2518, -0.0742
Si, -0.0191, -0.0704, 0.0052
Si, 0.0633, 0.0309, -0.067
Si, 0.0114, 0.0077, 0.0475
Si, 0.0767, 0.0099, -0.0505
Si, -0.0784, -0.1561, -0.0556
Si, -0.0903, 0.0073, 0.0348
Si, 0.0769, -0.0182, -0.0288
Si, 0.0674, 0.0545, 0.0507
Si, 0.0553, 0.0233, -0.0199
Si, -0.0528, -0.0081, -0.0254
Si, -0.0046, -0.0092, 0.0009
Si, -0.0155, 0.0683, -0.0026
Si, 0.0262, 0.0279, -0.0395
Si, -0.0332, 0.0176, -0.0239
Si, -0.0741, 0.0259, -0.0258
Si, 0.003, -0.0348, -0.0001
Si, 0.0522, -0.0428, 0.016
Si, 0.0042, 0.0064, -0.0111
Si, 0.0021, -0.0269, 0.0289
Si, 0.0041, -0.0041, 0.0275
Si, -0.0044, 0.019, 0.0017
Si, 0.0422, -0.0308, 0.0068
Si, 0.0191, 0.0151, 0.0306
Si, -0.0117, -0.0488, 0.0309
Si, -0.1263, -0.0238, -0.0294
Si, -0.0173, -0.0453, 0.0326
Si, 0.1273, 0.0833, 0.0357
Si, -0.0947, 0.0428, -0.0441
Si, -0.027, -0.0051, 0.0466
Si, -0.0859, -0.035, -0.0125
Si, 0.025, -0.036, -0.0028
Si, 0.1013, 0.1551, 0.0401
Si, -0.2674, -0.1831, -0.1353
Si, 0.4139, 0.2627, 0.1503
Si, 0.1239, -0.1634, -0.4542
Si, -0.0354, -0.0282, 0.4396
Si, -0.2819, -0.0177, 0.3483
Si, 0.2218, -0.2316, -0.5469
Si, -0.2422, 0.0349, -0.0746
Si, 0.3635, -0.0538, 0.112
Si, 0.0772, -0.0309, 0.0609
Si, 0.0101, -0.0174, 0.0176
Si, 0.0087, -0.0256, 0.0344
Si, 0.0243, -0.0006, 0.039
Si, -0.0452, -0.0185, 0.0096
Si, 0.0321, 0.0275, 0.0364
Si, 0.0246, -0.0025, 0.0051
Si, -0.0243, -0.0349, -0.0012
Si, -0.1973, -0.0841, -0.0302
Si, 0.0303, 0.0349, -0.0379
Si, -0.0157, -0.0007, -0.013
Si, -0.0124, 0.0274, 0.0167
Si, -0.0126, -0.0132, -0.0532
Si, -0.0311, -0.0092, 0.0212
Si, 0.067, 0.0174, -0.0375
Si, -0.0126, -0.0097, -0.0423
Si, -0.0237, 0.0267, 0.2514
Si, 0.0298, -0.075, 0.116
Si, 0.1072, -0.1272, 0.1433
Si, -0.0424, 0.0365, 0.068
Si, -0.176, 0.0313, 0.2843
Si, -0.0666, -0.0018, 0.0825
Si, -0.1235, 0.1552, -0.189
Si, 0.051, -0.0203, 0.1943
O, 0.0156, 0.0021, 0.0992
O, 0.0254, 0.0248, 0.0855
O, -0.0148, 0.0063, -0.1455
O, -0.0472, 0.087, -0.1926
O, -0.0098, 0.0037, 0.1044
O, -0.0198, 0.009, 0.1611
O, 0.1156, -0.0627, -0.1697
O, -0.0425, 0.0557, -0.1548
O, 0.0209, -0.0149, -0.0894
O, -0.0534, 0.023, -0.1807
O, 0.0139, -0.016, -0.1111
O, 0.1072, 0.3957, -0.3776
O, -0.0393, -0.2138, -0.1198
O, -0.0161, 0.0314, -0.1148
O, 0.0094, 0.0029, -0.0594
O, -0.0989, 0.7068, 0.0723
O, -0.0195, -0.005, 0.0825
O, 0.0067, 0.0046, 0.1159
O, 0.01, -0.0037, 0.0835
O, -0.0008, -0.0166, 0.0753
O, -0.0021, -0.0028, 0.1245
O, 0.0276, -0.0246, 0.1388
O, -0.0161, 0.0219, 0.1431
O, 0.0024, 0.0182, 0.1707
Si, 0.0476, -0.0108, -0.102
Si, -0.0433, 0.0165, -0.178
Si, -0.0259, 0.0454, -0.1732
Si, -0.031, 0.0023, -0.056
Si, -0.1572, -0.2189, 0.0396
Si, 0.0155, -0.0046, 0.1301
Si, 0.0003, 0.0312, 0.2583
Si, -0.0217, -0.071, -0.1362
Si, 0.0234, 0.012, -0.0301
Si, 0.0218, 0.0066, -0.1108
Si, 0.0422, 0.0079, 0.2265
Si, -0.0283, -0.0518, -0.1849
Si, -0.0351, -0.0327, 0.182
Si, 0.0301, 0.0288, 0.0813
Si, 0.0215, -0.017, -0.0777
Si, -0.004, -0.0093, -0.0764
Si, 0.0062, 0.0035, -0.0103
Si, 0.1509, 0.0374, 0.6011
Si, 0.0493, 0.0304, -0.0782
Si, -0.0619, 0.0015, -0.0771
Si, 0.0344, -0.0184, -0.0393
Si, -0.0271, 0.0213, -0.0761
Si, 0.0481, -0.0182, -0.1558
Si, 0.0047, 0.0098, -0.0927
Si, 0.0094, 0.0189, -0.0904
Si, 0.0261, 0.0734, -0.0659
Si, -0.0142, -0.0006, -0.1854
Si, -0.0068, -0.0225, -0.0119
Si, -0.0054, -0.0236, -0.1173
Si, -0.1798, -1.2776, 0.4465
Si, -0.0188, 0.0461, -0.0415
Si, 0.0005, -0.0961, 0.1
Si, 0.0459, -0.0648, -0.1238
Si, -0.0068, -0.0108, -0.0537
Si, 0.0969, -0.0715, 0.232
Si, -0.0078, -0.0286, -0.0207
Si, -0.0607, -0.0066, 0.2246
O, 0.0207, 0.0044, -0.1458
O, 0.0322, 0.0683, 0.0824
O, 0.0005, 0.0011, 0.0318
O, -0.0014, 0.007, 0.0623
O, -0.0184, 0.0254, -0.0957
O, 0.0466, -0.0129, 0.0813
O, 0.2191, 0.2628, -0.3253
O, 0.0075, 0.0126, 0.0033
O, 0.0349, 0.0487, -0.0951
O, 0.0065, -0.0229, 0.0349
O, -0.0064, 0.0151, 0.044
O, -0.0011, -0.0057, 0.0492
O, -0.0239, -0.0219, 0.0197
O, -0.0236, 0.0314, -0.0214
O, 0.0041, -0.0288, 0.0201
O, 0.0187, 0.0187, 0
O, 0.0015, -0.0004, 0.0288
O, 0.0125, -0.0083, 0.0379
O, 0.0402, -0.0505, 0.0941
O, -0.0145, 0.0112, -0.0337
O, -0.0192, 0.0135, 0.0744
O, 0.0263, 0.004, 0.0765
O, -0.0015, 0.0135, 0.0383
O, 0.0061, -0.0134, -0.1258
O, 0.0056, -0.0044, 0.0232
O, 0.0188, 0.0185, 0.0964
O, -0.003, -0.0133, 0.0143
O, 0.0037, 0.0653, -0.1035
O, -0.0246, 0.009, 0.0399
O, -0.0024, -0.0081, 0.0461
O, -0.0713, -0.011, -0.1613
O, -0.0511, 0.0132, -0.1131
O, 0.0022, -0.01, 0.0494
O, -0.0119, 0.0134, 0.0218
O, 0.0028, 0.0177, 0.1303
O, -0.0158, -0.0092, 0.0011
O, 0.0294, 0.0117, -0.0417
O, 0.0013, 0.022, 0.0115
O, 0.0136, 0.0208, 0.0625
O, 0.0111, -0.0097, 0.0423
O, 0.2938, 0.1632, 0.035
O, -0.0102, 0.1215, -0.3717
O, 0.0229, -0.031, 0.0807
O, -0.0036, 0.007, 0.0576
O, -0.0135, -0.0124, 0.0453
O, -0.009, 0.0258, 0.0928
O, 0.0185, -0.0031, -0.0416
O, 0.0422, 0.0371, -0.1107
O, -0.0027, 0.0058, 0.0079
O, -0.0072, 0.0011, 0.0324
O, -0.0228, 0.0175, 0.0226
O, 0.0133, -0.0015, 0.0268
O, -0.0131, -0.0151, 0.0396
O, 0.0214, -0.0061, -0.1137
O, -0.0069, 0.0015, 0.037
O, 0.0101, -0.0135, 0.0642
O, -0.0564, 0.007, -0.064
O, 0.009, 0.0197, 0.0368
O, -0.0187, -0.0192, -0.0216
O, 0.0013, 0.0123, 0.0316
O, 0.0042, 0.0022, 0.0627
O, -0.0344, 0.0139, 0.1098
O, 0.0073, 0, 0.0281
O, 0.0197, -0.0179, 0.0417
O, -0.0196, -0.0263, 0.0041
O, -0.0054, 0.0064, -0.0352

The program warned: the cutoff lies below the one the program advises for these potential files; the forces do not sum to zero within the program's tolerance; the exchange-correlation potential is rough where the density is thin.
